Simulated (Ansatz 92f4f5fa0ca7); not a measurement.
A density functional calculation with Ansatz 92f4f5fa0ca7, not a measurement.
Periodic cell of 226 atoms, Si133O92As1, from a study of silicon, its oxide and their interface. The atomic structure is a simulated model.
Doubt: the cutoff is far below the 930 eV that the study's wrapper takes by default for these files, so forces and energies are approximate.
This geometry differs little from another in the collection (a relaxation step or a small displacement).

Settings: functional PBE; potential files Ansatz PAW; basis plane waves; wave-function cutoff 580 eV; density cutoff ratio 5; exchange-correlation grid ratio 1; k mesh 1 x 1 x 1, Gamma-centred; self-consistency stop 5e-08 eV per atom in the density residual; occupations fixed; spin none; net charge +1 e, with a uniform compensating background and no finite-size correction.

Cell vectors (angstrom)
a 10.938 0 0
b 0 10.938 0
c 0 0 31.9494

Atoms: element, x, y, z (angstrom)
Si 10.5994 0.088 24.3453
Si 4.9953 0.1794 24.5797
Si 2.7786 2.4587 24.4885
Si 8.5331 2.5213 24.5515
Si 10.4618 5.6543 24.4714
Si 5.1159 5.6527 24.4262
Si 2.9018 7.9691 24.3898
Si 8.2565 7.9904 24.5362
Si 1.2386 1.2512 25.8095
Si 6.7569 1.378 25.7472
Si 3.9582 4.0854 25.7922
Si 9.5544 4.0746 25.998
Si 1.247 6.853 25.7546
Si 6.6792 6.7921 25.8451
Si 3.9294 9.5132 25.9465
Si 9.4572 9.5689 25.8436
Si 2.5674 -0.0464 27.2354
Si 8.0842 0.014 27.1678
Si 0.0107 2.7047 27.2356
Si 5.4123 2.7737 27.1266
Si 2.607 5.4776 27.1343
Si 8.0751 5.4394 27.2117
Si -0.0531 8.237 27.1636
Si 5.3965 8.2086 27.2247
Si 4.0305 1.3744 28.5181
Si 9.4814 1.3732 28.5745
Si 1.3294 4.1144 28.6026
Si 6.7253 4.0995 28.6054
Si 3.9964 6.8322 28.5647
Si 9.4898 6.8487 28.5367
Si 1.251 9.563 28.6427
Si 6.7662 9.5906 28.5915
Si -0.0859 0.0362 29.9625
Si 5.4023 0.0443 29.915
Si 2.7217 2.7587 29.919
Si 8.1442 2.7679 29.9249
Si -0.0645 5.4998 29.9117
Si 5.3892 5.5014 29.9364
Si 2.6746 8.218 29.9442
Si 8.1624 8.2321 29.9152
Si 1.3311 1.4187 31.2987
Si 6.7779 1.4111 31.3047
Si 4.0574 4.1244 31.3266
Si 9.512 4.1405 31.3017
Si 1.3013 6.8636 31.3139
Si 6.784 6.8848 31.2951
Si 4.0486 9.612 31.3042
Si 9.5069 9.5874 31.3299
Si 2.7068 0.0626 0.7129
Si 8.1653 0.0602 0.7012
Si -0.0233 2.8016 0.7074
Si 5.4458 2.7914 0.7394
Si 2.6936 5.5113 0.7055
Si 8.1732 5.5397 0.7035
Si -0.0274 8.256 0.7403
Si 5.4422 8.2716 0.716
Si 4.0736 1.4213 2.1102
Si 9.5728 1.4014 2.0693
Si 1.3252 4.183 2.1015
Si 6.8156 4.192 2.0883
Si 4.0641 6.8911 2.0696
Si 9.5462 6.8845 2.1126
Si 1.3442 9.6529 2.1011
Si 6.808 9.6615 2.0905
Si 0.0045 0.0818 3.4941
Si 5.4662 0.0818 3.481
Si 2.6975 2.8121 3.431
Si 8.2355 2.8199 3.3727
Si 0.0038 5.5588 3.5017
Si 5.4508 5.5692 3.449
Si 2.7206 8.2762 3.4243
Si 8.2205 8.3259 3.419
Si 1.3632 1.492 4.8795
Si 6.9037 1.5084 4.7678
Si 4.0507 4.1823 4.7895
Si 9.5875 4.1063 4.8172
Si 1.3607 7.0035 4.8806
Si 6.823 7.024 4.7652
Si 4.0858 9.598 4.8227
Si 9.6086 9.6119 4.8776
Si 2.7497 0.0646 6.1443
Si 8.2838 0.147 6.1196
Si 0.0066 2.8299 6.3326
Si 5.5073 2.8704 6.0931
Si 2.7462 5.6124 6.1572
Si 8.2449 5.6269 5.9681
Si 0.0437 8.3374 6.3912
Si 5.4918 8.3325 6.2498
Si 4.4173 1.2058 7.354
Si 9.8055 1.1693 7.6573
Si 1.1786 4.5306 7.5549
Si 6.6454 4.5683 7.288
Si 4.3187 6.7203 7.5668
Si 9.7204 6.6345 7.5244
Si 1.2898 9.9747 7.7344
Si 6.7202 9.9899 7.4688
O 9.528 1.3155 23.9829
O 4.0338 6.8306 23.9623
O 3.9331 1.3311 24.0668
O 9.2861 6.7764 24.1496
O -0.0267 5.5793 8.0296
O 5.5665 0.156 7.9344
O 0.077 0.1189 8.1572
O 5.5391 5.6437 7.8999
O 7.6298 3.9762 8.4368
O 8.6983 7.057 8.7509
O 2.2154 9.4968 9.0315
O 8.8859 1.6833 8.9387
O 7.6298 9.4923 8.742
O 3.5681 1.8447 8.586
O 3.5548 7.2319 8.9395
O 2.0649 4.0391 8.8512
O 8.0632 3.5735 23.4052
O 0.0879 5.0259 23.1749
O 1.8951 3.0371 23.2859
O 5.7715 4.9204 23.112
O 5.366 10.1024 23.358
O 2.3636 8.7199 23.0414
O 0.1475 10.1304 23.0478
O 7.6258 8.6692 23.1909
Si 8.6835 7.5896 18.3955
Si 8.822 6.2988 13.6628
Si 3.8275 1.4843 14.7442
Si 2.1597 5.6615 17.6841
Si 2.625 2.9013 19.263
Si 9.8268 8.9862 12.1048
Si 1.2828 9.4374 22.0279
Si 9.2003 0.9243 13.1923
Si 1.4807 5.0394 12.9973
Si 1.8135 8.2426 12.8081
Si 6.5497 9.5815 22.3598
Si 4.5455 4.5434 15.7405
Si 8.2231 3.0365 9.6114
Si 0.8415 8.1582 19.2701
Si 7.0154 1.3726 21.0359
Si 8.2319 8.3112 9.7076
Si 10.9988 5.1813 15.606
Si 7.644 9.3854 16.2562
Si 10.0395 2.0892 20.2717
Si 3.2344 8.5281 9.9246
Si 6.8302 3.2708 17.2955
Si 1.2204 0.1488 19.6957
Si 3.2596 2.7769 12.3133
Si 7.2293 5.2795 19.6091
Si 5.7626 8.6432 11.5709
Si 5.8016 6.0464 13.2469
Si 4.6928 9.5498 17.5518
As 1.3279 4.0052 21.8169
Si 5.1112 1.3765 18.5397
Si 3.1953 3.0923 9.5537
Si 6.4938 10.7911 13.7846
Si 10.3923 0.0449 15.9491
Si 5.6688 3.6472 11.1802
Si 9.8815 3.8616 11.9192
Si 2.3805 9.8589 15.531
Si 6.0868 8.0035 19.7513
Si 6.8872 3.9783 22.348
Si 9.8633 2.7398 17.2969
O 7.2278 6.3322 14.001
O 1.8951 6.9583 18.7524
O 10.5528 3.9491 16.5126
O 6.2209 9.7541 16.9802
O 10.1841 0.6486 14.4493
O 8.4583 6.0065 18.795
O 5.2035 0.6338 14.4285
O 6.0682 1.829 17.3072
O 8.473 1.9541 20.6806
O 1.9775 4.2289 18.4922
O 6.9752 2.8103 10.6432
O 4.8932 2.6573 12.2114
O 6.0567 4.341 16.3426
O 4.5743 3.9127 9.9486
O 10.9009 2.8434 21.4207
O 9.7778 6.0869 14.9841
O 6.0085 6.3667 19.7577
O 4.2523 0.0543 18.1673
O 9.2517 10.5027 12.2736
O 2.9105 4.3387 12.6707
O 1.9228 10.6649 21.1478
O 4.1517 2.6684 18.7514
O 0.767 9.966 15.9293
O 1.2869 9.6902 18.8038
O 1.8638 1.4583 18.9687
O 8.9903 10.3009 16.4703
O 4.8781 8.4569 18.7528
O 9.5946 8.7079 10.5016
O 6.8421 3.928 18.799
O 2.8644 1.6861 13.4213
O 5.8393 8.6753 21.2213
O 2.5528 2.4173 10.8875
O 7.5779 4.8173 21.1421
O 5.2347 7.458 12.5886
O 0.4432 9.0492 12.5162
O 7.6095 1.0432 13.5686
O 7.1895 9.5867 14.6862
O 9.0055 4.9712 12.723
O 8.1787 7.9268 16.8479
O 6.2258 2.5515 21.8855
O 2.5075 9.0399 14.0762
O 0.4616 4.4554 11.8602
O 0.7677 8.2908 20.9476
O 9.4161 3.8303 10.3563
O 9.6983 2.3346 12.506
O 7.6241 8.4473 19.3349
O 2.5544 8.1877 11.3489
O 4.0131 3.0002 15.3851
O 0.9431 4.4934 14.4227
O 10.0345 2.9697 18.894
O 9.1785 7.7431 12.9612
O 10.5954 0.5597 20.0068
O 6.0338 5.0219 11.9676
O 8.314 2.86 16.8002
O 3.5604 5.3846 16.7877
O 4.7003 9.1027 10.3828
O 1.5728 6.6584 13.1314
O 4.7699 5.4649 14.3833
O 2.6706 3.1291 20.8511
O 10.5947 1.3274 16.9309
O 1.0243 6.0685 16.5682
O 7.3003 10.9274 21.8595
O 6.0545 0.9749 19.803
O 6.0862 10.0151 12.3928
O 2.8894 0.4773 15.6046
O 7.062 7.9828 10.7925
O 10.2573 7.9089 18.6867
O 3.4709 9.0843 16.5329

Results
free energy: -141728.543 eV
free energy less fixed offsets of As -4856.12, O -568.88, Si -635.61 eV per atom: 0.667 eV

Forces (eV/angstrom), in the order of the atoms: element, x, y, z
Si -0.101 0.018 0.2973
Si -0.0119 0.0483 0.2217
Si 0.0057 -0.0307 -0.0525
Si -0.0282 -0.1704 0.2641
Si 0.1897 0.5196 0.5807
Si -0.0728 0.0097 0.1414
Si -0.0044 0.0109 0.2442
Si -0.1036 -0.1346 0.2569
Si -0.0389 0.0133 -0.1289
Si 0.0057 -0.0364 -0.1192
Si 0.0304 0.0087 -0.0692
Si -0.1096 -0.0356 -0.0189
Si -0.1611 -0.0965 -0.1388
Si 0.0584 0.0544 -0.1055
Si 0.003 0.0199 -0.1661
Si -0.0177 0.0425 -0.1117
Si 0.0316 -0.0346 0.1287
Si 0.0106 -0.0028 0.0456
Si -0.0231 -0.0624 0.0983
Si -0.0268 -0.018 0.0741
Si -0.0037 0.0318 0.1199
Si -0.0259 -0.0255 0.0607
Si 0.0639 0.014 0.0846
Si -0.0042 -0.0298 0.0713
Si 0.0053 0.031 -0.0973
Si 0.0405 -0.021 -0.1181
Si 0.0649 0.0078 -0.0541
Si 0.0358 0.015 -0.0818
Si 0.0061 -0.0387 -0.0903
Si 0.0387 -0.0061 -0.0913
Si -0.0464 0.0072 0.0259
Si 0.0013 0.0043 -0.0352
Si 0.0194 -0.0438 0.034
Si -0.0003 -0.0242 0.0445
Si -0.0194 0.0205 0.0476
Si -0.0593 -0.0075 0.0506
Si -0.0246 0.0012 0.0522
Si -0.0214 -0.0002 0.0539
Si -0.0461 0.0261 0.0359
Si -0.0261 0.0192 0.0519
Si -0.0023 0.0051 -0.036
Si 0.0276 0.0087 -0.0425
Si 0.0099 -0.0016 -0.049
Si 0.0223 0.0047 -0.0425
Si 0.0333 -0.0032 -0.0428
Si 0.0061 -0.0018 -0.0432
Si 0.0153 0.0005 -0.0461
Si 0.0171 0.0283 -0.0475
Si -0.0259 -0.0078 0.0341
Si -0.0216 -0.0153 0.0459
Si 0.0048 -0.0056 0.0461
Si -0.0193 0.003 0.0285
Si -0.0162 0.001 0.0492
Si -0.0156 0.0019 0.0425
Si -0.0219 0.0023 0.0344
Si -0.0107 -0.0013 0.0402
Si 0.0226 0.0032 -0.0386
Si -0.0253 0.0123 -0.0256
Si 0.0345 0.0003 -0.0428
Si 0.0311 -0.0209 -0.0212
Si 0.0042 -0.0164 -0.0297
Si 0.0078 -0.0054 -0.0428
Si 0.0326 0.0011 -0.0256
Si 0.0499 0.0087 -0.0364
Si 0.0033 0.0028 0.0753
Si -0.0167 -0.0166 0.0786
Si -0.0495 0.0075 0.0288
Si 0.0227 0.013 -0.0315
Si 0.0094 -0.003 0.0968
Si -0.0237 0.0251 0.0532
Si -0.0224 0.0038 0.0176
Si -0.0097 0.0621 0.0145
Si -0.0191 -0.0011 -0.0532
Si -0.0365 -0.0175 -0.025
Si 0.0112 0.0188 -0.0317
Si 0.0073 0.0277 -0.0444
Si -0.0359 -0.0016 -0.0568
Si -0.0092 -0.0271 -0.0229
Si 0.011 0.0367 -0.0426
Si 0.0064 -0.0038 -0.0557
Si 0.0197 0.0064 0.0726
Si -0.0038 -0.0163 0.0802
Si 0.0144 -0.0042 0.0807
Si 0.0024 -0.0078 0.0752
Si 0.0079 -0.0066 0.0784
Si -0.0207 -0.0131 0.0777
Si 0.0009 0.006 0.0719
Si -0.0004 0.001 0.0883
Si 0.0251 -0.033 -0.1861
Si 0.05 0.0008 -0.192
Si -0.0406 -0.0093 -0.1995
Si -0.019 0.0301 -0.1885
Si 0.0291 0.0037 -0.213
Si 0.0502 -0.003 -0.1748
Si -0.0578 0.011 -0.2313
Si -0.0324 0.0171 -0.196
O 0.0482 -0.0036 -0.0522
O 0.0265 -0.0553 -0.0284
O 0.026 0.0151 0.0198
O 0.0066 0.2469 -0.0169
O -0.0038 -0.0038 0.0458
O 0.0007 -0.0017 0.0483
O 0.0086 -0.0159 0.0569
O 0.0101 -0.0337 0.0511
O 0.0696 -0.074 0.1409
O -0.0743 0.0706 0.1293
O 0.1116 -0.0741 0.1642
O -0.0844 0.0815 0.1273
O 0.0668 -0.0778 0.1392
O -0.0556 0.1021 0.1269
O -0.0523 0.0767 0.1411
O 0.1074 -0.068 0.1445
O -0.0418 0.1129 -0.1159
O 0.082 -0.4084 -0.5492
O 0.0153 0.027 0.0264
O 0.1 -0.0792 -0.1298
O 0.0829 -0.0919 -0.1763
O -0.1044 0.0829 -0.1741
O 0.0876 -0.066 -0.1648
O -0.0419 0.0541 -0.1629
Si 0.0111 -0.0144 -0.0077
Si -0.0042 0.0052 0.0138
Si -0.0066 0.0027 0.0045
Si -0.0167 -0.0382 0.0223
Si -0.004 -0.009 0.1212
Si -0.0065 -0.0084 -0.0341
Si 0.0647 0.0304 0.1727
Si 0.0047 0.0056 0.001
Si 0.0088 -0.0017 0.0123
Si 0.015 -0.0023 -0.0373
Si -0.0007 0.0241 0.1749
Si 0.0007 0.0166 0.0055
Si 0.0133 -0.0456 -0.1538
Si 0.0058 0.0246 0.0294
Si 0.0375 0.0261 0.0107
Si -0.0169 -0.0061 -0.1691
Si -0.0004 -0.0028 0.0068
Si -0.0053 -0.0125 -0.0063
Si 0.0371 0.0304 0.0848
Si -0.024 -0.001 -0.185
Si 0.0067 0.0053 0.0186
Si -0.014 0.0342 0.0142
Si -0.0053 -0.0044 -0.0302
Si 0.0116 -0.0253 0.0419
Si 0.0024 -0.0148 -0.0543
Si 0.0039 0.0036 -0.0152
Si -0.0109 -0.0026 0.0089
As 0.0217 0.2059 0.0499
Si -0.0119 0.0193 0.0204
Si -0.0606 -0.009 -0.1677
Si -0.0069 -0.0108 -0.0104
Si 0.0047 0.0258 0.0009
Si 0.0084 -0.0222 -0.043
Si -0.0203 -0.0072 -0.04
Si 0.0014 -0.0103 -0.0091
Si -0.0112 0.0017 0.0187
Si -0.0537 0.0323 0.1115
Si 0.022 0.0191 0.0492
O 0.0111 0.0003 -0.0056
O 0.0065 -0.0118 0.0013
O -0.0008 -0.0014 -0.008
O 0.0125 -0.0061 -0.0025
O 0.0069 -0.0087 0.0088
O 0.0073 0.0218 0.0052
O -0.0063 0.0039 -0.0031
O 0.0179 0.003 -0.0095
O -0.0503 -0.0276 0.0051
O 0.006 0.0555 -0.0352
O -0.0598 0.0127 0.0401
O -0.0168 -0.011 0.009
O -0.0023 0.0012 -0.0056
O 0.0457 0.0034 0.0523
O -0.121 -0.1112 -0.0591
O 0.0116 -0.0066 0.0021
O 0.0011 0.0158 0.011
O 0.0143 -0.0127 0.0053
O -0.0038 0.0314 -0.0007
O -0.0135 0.0185 -0.0165
O -0.0035 0.0109 -0.049
O 0.0396 -0.019 -0.0284
O -0.0031 0.0026 -0.0051
O 0.0028 -0.029 -0.0117
O -0.0045 -0.017 -0.0169
O 0.0014 -0.0014 0.0013
O -0.0103 0.0142 -0.0097
O 0.048 0.0194 0.0746
O -0.0041 -0.0178 -0.0191
O 0.0056 -0.0151 0.0157
O -0.0204 -0.0612 -0.0802
O -0.0041 -0.0145 0.09
O 0.0194 0.0509 -0.0868
O -0.0012 -0.0284 0.0108
O 0.0085 -0.0004 -0.0084
O -0.0036 -0.004 -0.0124
O 0.0065 -0.0031 0.0056
O -0.0062 0.0268 0.0041
O -0.0097 0.0176 -0.0141
O 0.0359 -0.0377 -0.0249
O 0.0035 0.0196 0.022
O 0.0155 0.0102 -0.0063
O -0.0236 -0.0528 -0.077
O 0.0466 0.0287 0.071
O -0.0028 -0.0333 0.0063
O 0.0254 -0.0033 0.0129
O -0.0521 -0.014 0.1141
O 0.0009 -0.0012 -0.0007
O -0.0104 -0.0045 0.0088
O -0.0139 0.0083 -0.0706
O -0.0057 -0.0251 0.0023
O 0.0206 -0.0346 -0.0018
O -0.0004 0.0373 0.0181
O -0.0089 -0.0001 -0.0107
O 0.0157 -0.0036 -0.0074
O 0.0384 -0.0012 0.04
O -0.0069 -0.011 -0.0161
O -0.0095 -0.0149 0.0085
O 0.0707 -0.1402 -0.153
O -0.0089 -0.0155 -0.0147
O -0.005 0.0033 -0.0043
O 0.0043 0.0448 -0.0267
O -0.037 0.0061 -0.0254
O 0.0161 0.0455 0.0286
O -0.0028 -0.0023 0
O -0.0584 -0.0032 0.0518
O -0.0282 -0.0039 0.0085
O 0.0002 0.0031 -0.0064

The program warned: the cutoff lies below the one the program advises for these potential files; the forces do not sum to zero within the program's tolerance; the exchange-correlation potential is rough where the density is thin.
